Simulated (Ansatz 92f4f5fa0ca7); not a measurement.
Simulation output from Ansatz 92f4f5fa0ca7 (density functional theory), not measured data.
Periodic cell of 223 atoms, Si132O90P1, from a study of silicon, its oxide and their interface. The atomic structure is a simulated model.
Doubt: the cutoff is far below the 930 eV that the study's wrapper takes by default for these files, so forces and energies are approximate.
This geometry differs little from another in the collection (a relaxation step or a small displacement).

Settings
functional: PBE
potential files: Ansatz PAW
basis: plane waves
wave-function cutoff: 580 eV
density cutoff ratio: 5
exchange-correlation grid ratio: 1
k mesh: 1 x 1 x 1, Gamma-centred
self-consistency stop: 5e-08 eV per atom in the density residual
occupations: fixed
spin: none
net charge: +1 e, with a uniform compensating background and no finite-size correction

Cell vectors (angstrom)
a	10.938	0	0
b	0	10.938	0
c	0	0	32.1988

Atoms: element, x, y, z (angstrom)
Si	10.5827	0.2263	24.8614
Si	5.731	10.6805	24.7337
Si	2.4753	2.9177	24.6331
Si	8.4213	2.4671	24.8219
Si	0.2709	5.1676	24.7511
Si	5.1475	5.7509	24.6871
Si	2.9286	8.0088	24.5934
Si	7.9337	8.4386	24.7267
Si	1.3273	1.3847	26.0333
Si	6.8399	1.3099	26.1164
Si	4.0382	4.1062	25.9877
Si	9.6047	4.0606	26.0853
Si	1.3947	6.8269	26
Si	6.7636	6.8547	26.023
Si	4.099	9.5355	25.9969
Si	9.4601	9.5698	26.1446
Si	2.726	-0.005	27.3429
Si	8.1566	-0.0192	27.5566
Si	0.01	2.7185	27.4888
Si	5.4368	2.7453	27.3623
Si	2.7262	5.468	27.4303
Si	8.1819	5.4738	27.3508
Si	-0.0096	8.1834	27.3699
Si	5.4379	8.2009	27.4483
Si	4.0796	1.366	28.7458
Si	9.5777	1.3538	28.8447
Si	1.3665	4.1092	28.816
Si	6.8262	4.1033	28.7381
Si	4.0976	6.8187	28.8049
Si	9.553	6.8248	28.748
Si	1.3647	9.567	28.7334
Si	6.7857	9.5445	28.8606
Si	0.0212	-0.0249	30.1637
Si	5.4302	0.0112	30.1667
Si	2.7374	2.7286	30.1587
Si	8.1915	2.7489	30.1402
Si	-0.0227	5.4714	30.1447
Si	5.4824	5.4564	30.1534
Si	2.7218	8.2105	30.1285
Si	8.2053	8.1783	30.1654
Si	1.3773	1.3539	31.5365
Si	6.8315	1.3783	31.5029
Si	4.1167	4.092	31.5247
Si	9.562	4.0999	31.5196
Si	1.3528	6.8497	31.488
Si	6.849	6.812	31.5419
Si	4.078	9.5664	31.5263
Si	9.5834	9.5509	31.5253
Si	2.7426	-0.0075	0.7209
Si	8.2064	0.0063	0.6645
Si	-0.005	2.7325	0.693
Si	5.4892	2.7282	0.6995
Si	2.7327	5.497	0.6517
Si	8.2212	5.4503	0.7194
Si	0.016	8.1882	0.6985
Si	5.4716	8.2042	0.6902
Si	4.1404	1.3571	2.0701
Si	9.5689	1.3482	2.0644
Si	1.3739	4.1395	2.0184
Si	6.8593	4.0734	2.083
Si	4.1017	6.8308	2.0587
Si	9.5914	6.831	2.0709
Si	1.3872	9.5421	2.075
Si	6.8418	9.5938	2.0416
Si	0.0048	-0.0409	3.4102
Si	5.5057	0.0056	3.4747
Si	2.7793	2.7923	3.3475
Si	8.2019	2.69	3.4745
Si	0.0341	5.4741	3.4437
Si	5.4902	5.4617	3.4086
Si	2.7728	8.208	3.4721
Si	8.2136	8.2294	3.3819
Si	1.3962	1.4288	4.6422
Si	6.8702	1.3022	4.9265
Si	4.1449	4.0853	4.799
Si	9.5851	4.087	4.7772
Si	1.4194	6.8285	4.8354
Si	6.8215	6.8926	4.7222
Si	4.1808	9.5694	4.8667
Si	9.5684	9.542	4.7984
Si	2.7551	0.107	6.0505
Si	8.2349	-0.0884	6.2957
Si	0.0246	2.6835	6.0793
Si	5.5052	2.7329	6.2732
Si	2.8348	5.4861	6.1862
Si	8.1615	5.4856	6.0265
Si	0.0248	8.1909	6.1691
Si	5.554	8.2092	6.2617
P	3.8694	1.5783	7.5511
Si	9.85	1.1348	7.4823
Si	1.6531	3.816	7.305
Si	6.6588	4.4305	7.5042
Si	4.4112	6.6337	7.5737
Si	9.3789	6.9248	7.4086
Si	1.1577	9.9227	7.3313
Si	7.2007	9.1925	7.6949
O	8.3424	8.0491	7.9969
O	2.7945	2.6936	7.9328
O	9.5178	1.353	24.2673
O	4.0454	6.8665	24.1221
O	0.0703	0.0512	7.9936
O	5.5128	5.4897	8.0607
O	6.8436	9.5717	24.1935
O	1.3635	4.0601	24.1627
O	3.853	7.3658	8.9628
O	0.9905	4.3508	8.7006
O	9.8591	6.0452	8.7251
O	2.1625	9.3932	8.5096
O	7.5392	3.9427	8.8029
O	4.2804	0.9315	8.9524
O	6.7297	9.569	9.2203
O	9.2206	1.8554	8.8222
O	7.7083	3.1558	23.5182
O	10.4902	5.8455	23.4475
O	5.0797	0.4327	23.3981
O	5.855	5.0904	23.3607
O	3.0998	2.2101	23.2713
O	2.2912	8.7224	23.2294
O	8.6127	7.7551	23.3917
O	0.2294	10.3407	23.588
Si	4.3849	1.5718	22.463
Si	3.4795	7.9283	14.0353
Si	7.1095	0.95	14.6746
Si	0.9391	9.3571	22.5208
Si	1.1679	4.3086	11.8886
Si	6.2569	8.9588	15.3201
Si	0.6652	1.3696	12.3001
Si	8.6212	4.9541	20.5109
Si	0.3664	5.6899	9.3721
Si	5.0887	3.1226	17.9289
Si	0.8747	3.7443	16.7477
Si	10.3934	2.8466	19.2302
Si	5.2858	1.2105	10.3123
Si	0.8786	0.176	19.8462
Si	6.6357	9.4676	10.8606
Si	9.3291	9.6785	18.3267
Si	9.3756	9.2582	12.5756
Si	6.5677	3.8468	22.5851
Si	2.441	8.0703	9.4037
Si	10.579	7.3687	17.0742
Si	2.5017	6.2914	16.5799
Si	10.1669	4.4911	14.1919
Si	6.1288	9.1849	18.5155
Si	7.9734	2.5802	9.5787
Si	8.865	2.1391	12.4611
Si	5.3297	6.2461	18.0642
Si	3.9137	0.5597	19.4597
Si	4.262	3.8498	12.0293
Si	5.5296	6.6088	12.1329
Si	8.0044	2.5062	17.2196
Si	4.3522	2.4729	14.9551
Si	1.527	1.2135	15.2571
Si	1.5553	9.4175	12.0608
Si	8.0411	6.8531	13.8594
Si	10.3704	9.839	15.4906
Si	9.803	7.0146	22.5511
Si	8.1017	5.4856	17.4085
O	6.0228	7.9792	11.288
O	6.0098	9.2005	16.896
O	7.6686	1.3559	13.2007
O	0.8709	1.7489	13.8687
O	9.4198	6.2547	16.8735
O	6.755	6.2054	13.1164
O	5.1193	4.6584	18.5969
O	9.2191	2.1591	18.275
O	2.358	0.0966	19.0764
O	9.4014	10.2359	16.7664
O	2.7744	4.4472	11.7026
O	5.0566	10.3253	19.0993
O	9.4131	3.2471	13.4861
O	0.4495	1.7645	19.9561
O	3.1386	1.3644	15.0448
O	8.1626	5.3775	19.0216
O	3.8847	6.6014	17.3863
O	4.5673	3.2845	16.3675
O	9.0581	5.6726	14.3015
O	5.4507	2.7576	22.1372
O	10.661	4.1406	15.6854
O	0.331	3.8676	18.2809
O	10.4185	10.5138	19.2177
O	9.6315	10.035	14.0296
O	10.9013	8.1238	22.0936
O	1.1869	2.1615	16.5297
O	9.7251	3.7503	20.418
O	8.1244	4.0337	16.6789
O	-0.0558	9.1119	11.9089
O	6.5716	2.416	17.9971
O	5.553	10.7429	11.1397
O	7.7394	9.5936	18.8411
O	10.0166	1.0287	12.052
O	1.2818	6.9922	9.0777
O	0.6203	4.7613	13.3586
O	5.6957	7.6231	18.9805
O	5.2249	5.0924	11.5035
O	2.7053	6.9786	15.1137
O	0.9076	2.7443	11.4667
O	0.8521	10.685	15.5451
O	2.3973	8.5913	10.93
O	4.6566	2.4458	11.1951
O	4.2599	3.4841	13.6449
O	2.1896	4.6828	16.4854
O	10.6912	8.251	15.6932
O	6.9246	10.2825	14.6695
O	2.3292	8.9552	13.4364
O	8.0257	1.5225	15.9083
O	4.1159	6.9961	12.8537
O	4.1626	2.0092	18.7061
O	7.2843	4.4237	21.2602
O	8.3644	2.9099	11.1137
O	1.1695	6.8672	17.3546
O	5.6406	1.5583	14.7575
O	8.1071	9.7765	11.5944
O	9.2033	6.2888	21.2337
O	8.9391	7.7272	12.8455
O	1.6443	0.1232	11.8835
O	6.6376	6.151	17.063
O	7.3825	7.7926	15.0344
O	1.2096	10.2948	21.2245
O	10.0196	8.1994	18.3522
O	3.9459	0.8598	21.0728
O	0.3161	5.3385	10.9431
O	6.6739	1.6006	9.5655
O	4.7692	8.7054	14.6783

Results
free energy: -135859.429 eV
free energy less fixed offsets of O -568.88, P -755.39, Si -635.61 eV per atom: -4.319 eV

Forces (eV/angstrom), in the order of the atoms: element, x, y, z
Si	0.0008	0.0045	-0.0349
Si	-0.0051	0.0004	-0.0317
Si	-0.0054	-0.0028	-0.0343
Si	0.0024	0.0024	-0.0314
Si	-0.0053	-0.0013	-0.0336
Si	0.0022	-0.0008	-0.0361
Si	0.0006	0.0058	-0.0383
Si	-0.0007	-0.0054	-0.0379
Si	-0.0066	0.0027	-0.0031
Si	0.0118	-0.0052	-0.0022
Si	0.0042	0.0048	-0.0082
Si	0.0096	-0.0071	-0.0058
Si	0.0042	-0.0013	-0.0086
Si	-0.0029	0.0029	-0.0056
Si	0.004	-0.0031	-0.0088
Si	-0.0028	0.0085	0.0014
Si	0.0026	0.0043	0.0023
Si	0.0013	0.0005	-0.0137
Si	-0.0041	-0.0025	-0.0209
Si	-0.0062	-0.0021	0.0044
Si	-0.0044	-0.0053	-0.0067
Si	-0.0001	0.0019	0.0018
Si	-0.0011	-0.0008	0.0044
Si	0.0068	0.0031	-0.0123
Si	0.0025	0	0.0015
Si	0.0007	-0.0013	0.004
Si	0.0024	0.0001	0.0087
Si	0.0038	-0.0015	-0.0033
Si	-0.0027	-0.0038	0.0095
Si	-0.0023	0.0006	-0.0026
Si	0.0014	-0.0006	-0.004
Si	-0.0002	-0.0029	0.0065
Si	0.0019	-0.0069	0.0037
Si	-0.0126	0.0099	0.0002
Si	0.0064	-0.0095	-0.0001
Si	-0.0068	0.0081	0.0048
Si	-0.0061	0.0025	-0.0018
Si	0.0066	-0.0035	0.0015
Si	-0.0054	0.0059	0.0017
Si	0.0084	-0.0067	0.0038
Si	0.0036	0.0169	0.0048
Si	0.0079	-0.0157	-0.0021
Si	-0.0121	-0.0008	-0.0015
Si	0.0063	-0.0016	0.0021
Si	0.0081	-0.0048	-0.0065
Si	-0.0047	0.003	0.0048
Si	0.0177	-0.0064	0.0039
Si	-0.002	0.0064	-0.0009
Si	-0.0028	-0.0073	0.0004
Si	0.0025	0.0111	-0.0045
Si	0.0002	-0.012	0.0026
Si	0.0051	0.0092	-0.0035
Si	0.0049	0.0031	-0.0028
Si	0.0001	-0.0045	0.0017
Si	-0.0068	0.0007	-0.0023
Si	-0.0122	-0.003	0.0028
Si	-0.0155	0.005	-0.01
Si	0.0032	-0.0016	0.0034
Si	0.0213	-0.0207	-0.0081
Si	-0.0001	-0.0079	-0.0046
Si	0.0136	0.0022	-0.0005
Si	0.0052	-0.0037	-0.0013
Si	0.0169	0.0118	0.0007
Si	-0.0012	0.0104	-0.0051
Si	0.0002	0.0541	-0.0005
Si	0.0264	-0.0369	-0.0244
Si	-0.0192	0.0125	0.0144
Si	0.0085	-0.0271	0.0131
Si	-0.0156	0.0172	0.0135
Si	-0.0403	0.0107	-0.0128
Si	0.0363	-0.0025	0.0116
Si	0.0001	-0.0023	-0.0096
Si	0.0128	-0.0306	0.0021
Si	-0.0082	0.051	0.0027
Si	0.0279	-0.0048	-0.0222
Si	-0.0126	0.0157	-0.0313
Si	-0.0205	0.019	-0.0223
Si	-0.0033	0.0003	0.0074
Si	-0.0273	0.0059	-0.0104
Si	0.0133	0.0098	0.0316
Si	-0.0486	0.0784	0.0496
Si	0.0165	-0.0416	0.0167
Si	0.0172	-0.0434	0.0201
Si	-0.0668	0.0181	0.0557
Si	0.0383	0.0125	0.0039
Si	0.0053	-0.0015	0.0396
Si	-0.0199	0	0.0272
Si	0.0258	-0.0171	0.0109
P	-0.1156	0.1267	-0.2663
Si	0.0725	-0.0018	0.0254
Si	0.0946	-0.1078	0.2831
Si	0.0098	0.0118	-0.0012
Si	-0.0145	-0.0392	0.0362
Si	0.0264	-0.0413	0.0037
Si	-0.0095	0.0089	0.0197
Si	-0.0083	0.0245	-0.0076
O	-0.0063	0.0089	-0.0391
O	0.015	-0.0377	-0.0949
O	0.0002	-0.0027	0.0419
O	0.0001	-0.0021	0.0486
O	-0.0291	-0.0346	-0.0411
O	0.0123	0.0278	-0.0137
O	0.0019	0.0011	0.0403
O	0.0031	0.0049	0.0443
O	-0.0047	-0.0075	-0.0399
O	0.0674	-0.0456	-0.2618
O	0.0207	0.0091	-0.0464
O	-0.0022	0.0112	-0.0412
O	-0.0064	0.0101	-0.0247
O	-0.0902	0.0067	0.0543
O	0.0138	-0.0148	-0.0007
O	-0.0118	0.0061	-0.033
O	0.0009	-0.0027	0.0437
O	0.0053	-0.0037	0.0443
O	0.004	-0.0045	0.0446
O	-0.0025	0.0004	0.044
O	0.0011	0.0006	0.0435
O	0.0011	-0.0036	0.0451
O	0.0012	-0.0002	0.0425
O	-0.0046	-0.0001	0.0486
Si	0.0023	0.0035	-0.0779
Si	-0.0024	-0.008	0.1112
Si	-0.0025	0.0005	0.0937
Si	-0.0012	-0.0037	-0.0786
Si	-0.0074	-0.0077	0.1516
Si	-0.0072	0	0.0781
Si	0.0009	-0.0047	0.126
Si	0.0039	-0.0048	-0.0467
Si	0.0084	0.0127	0.111
Si	0.0038	-0.0005	0.0209
Si	0.0026	0.0043	0.0467
Si	0.001	-0.0031	-0.0095
Si	0.0499	0.0255	0.1857
Si	0.0027	0.0043	-0.0368
Si	0.0028	0.0022	0.1229
Si	-0.0042	0.002	0.0144
Si	0.0149	-0.0183	0.135
Si	-0.0022	-0.0027	-0.0776
Si	-0.0124	0.0046	0.1008
Si	-0.0013	-0.0093	0.0293
Si	0.0014	-0.0057	0.0455
Si	-0.0049	0.0039	0.1025
Si	-0.0053	0.0041	0.0058
Si	-0.0035	-0.017	0.127
Si	0.0078	-0.0103	0.1551
Si	-0.0014	0.0018	-0.0021
Si	-0.005	-0.0089	-0.0261
Si	-0.01	0.0258	0.1554
Si	0.0062	-0.0111	0.1432
Si	0.0017	0.0087	0.0377
Si	0.0063	-0.0122	0.0893
Si	-0.0011	0.0009	0.0764
Si	0.0083	0.0225	0.1089
Si	0.003	0.0003	0.0964
Si	0.0064	-0.005	0.0772
Si	-0.0021	0.0036	-0.0815
Si	-0.0036	0	0.0231
O	0.0048	0.0224	-0.0671
O	0.0021	-0.0002	-0.0401
O	0.0099	0.0108	-0.0719
O	-0.0047	-0.0002	-0.0643
O	0.0038	0.0039	-0.0117
O	-0.0254	0.0001	-0.0636
O	-0.0001	-0.0002	0.0053
O	-0.0125	-0.0005	-0.0052
O	-0.0013	0.0006	0.0123
O	0.0048	0.0013	-0.0319
O	-0.0022	-0.0038	-0.0538
O	0.0033	-0.0046	0.0099
O	-0.009	-0.0184	-0.0635
O	-0.0023	0.0002	0.0189
O	-0.0003	0.0034	-0.0316
O	-0.0036	0.0027	0.0001
O	-0.0078	0	-0.0095
O	-0.0079	-0.0071	-0.0437
O	-0.0031	0.003	-0.0411
O	-0.0011	-0.0004	0.039
O	-0.0122	0.0054	-0.0429
O	0.0063	0.0039	-0.0097
O	-0.0069	-0.0064	0.0067
O	-0.0136	-0.003	-0.0692
O	0.0021	0.0003	0.0403
O	0.0034	-0.0102	-0.0228
O	-0.001	0.0002	0.0213
O	0	-0.0038	-0.016
O	-0.0027	0.0009	-0.0552
O	0.0016	0.0001	-0.0031
O	0.0126	-0.0141	-0.0727
O	0.0028	-0.0009	0.0066
O	-0.008	0.0007	-0.0506
O	-0.022	-0.0222	-0.053
O	0.0143	-0.0038	-0.0642
O	-0.0011	-0.004	0.0095
O	-0.0004	-0.0108	-0.062
O	0.0095	0.0181	-0.049
O	0.0025	0.0165	-0.055
O	0.0016	0.0015	-0.0269
O	0.0157	-0.0091	-0.0706
O	0.0041	-0.0222	-0.1052
O	-0.0027	0.0147	-0.0969
O	0.0002	-0.0023	-0.0161
O	-0.0037	0.0131	-0.0326
O	0.0025	0.0047	-0.036
O	-0.0137	0.0101	-0.0619
O	-0.0069	-0.0128	-0.0426
O	0.0155	-0.0086	-0.0696
O	0.0048	0.0094	0.0011
O	-0.0016	-0.0012	0.0335
O	-0.0127	0.0087	-0.0913
O	0.0003	0.0007	-0.0076
O	-0.0034	-0.0039	-0.0325
O	-0.034	0.0061	-0.0757
O	0.0001	0.0027	0.0357
O	0.0064	0.0165	-0.0555
O	-0.0054	-0.0038	-0.0466
O	-0.0019	0.0012	-0.0098
O	0.007	-0.0073	-0.0363
O	-0.0004	-0.0004	0.0339
O	0.0018	-0.0034	-0.0025
O	-0.0006	-0.0002	0.0322
O	0.0046	0.0136	-0.0805
O	-0.0041	0.0108	-0.057
O	-0.0132	-0.0051	-0.0404

The program warned: the cutoff lies below the one the program advises for these potential files; the exchange-correlation potential is rough where the density is thin.
